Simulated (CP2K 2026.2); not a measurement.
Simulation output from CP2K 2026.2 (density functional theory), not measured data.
Periodic cell of 513 atoms, Si351O162, from a study of silicon, its oxide and their interface. The atomic structure is a simulated model.
Doubt: the forces sum to 2.05 eV/angstrom along one axis rather than to zero, so they err by at least 0.0040 eV/angstrom per atom on average; the grid cutoff is modest.

Settings
functional: PBE
method: Gaussian and plane waves
basis set: DZVP-MOLOPT-SR-GTH
pseudopotentials: GTH-PBE
grid cutoff: 300 Ry, relative cutoff 40 Ry
k points: Gamma only
occupations: fixed
spin: none
net charge: 0

Cell vectors (angstrom)
a	16.407	0	0
b	0	16.407	0
c	0.205	-0.0098	34.3098

Atoms and the computed forces on them: element, x, y, z (angstrom), force x, y, z (eV/angstrom)
Si	16.329	0.471	0.186	-0.014	-0.046	0.2
Si	3.075	2.728	0.327	-0.12	0.152	0.156
Si	16.331	5.732	0.441	-0.009	-0.044	0.172
Si	2.173	8.378	0.003	0.108	-0.007	0.209
Si	16.293	10.547	0.152	-0.017	0.073	0.196
Si	2.667	13.283	0.221	0.002	0.07	0.169
Si	5.174	0.169	34.069	0.118	-0.188	0.09
Si	8.287	2.875	34.27	0.041	-0.106	0.209
Si	5.785	5.102	0.104	-0.05	0.136	0.191
Si	8.672	7.805	0.096	-0.026	0.09	0.212
Si	5.311	11.262	34.109	0.076	-0.069	0.231
Si	9.226	13.506	34.035	-0.183	0.099	0.253
Si	11.338	16.194	0.198	-0.035	0.106	0.226
Si	14.146	2.704	0.027	-0.122	0.035	0.193
Si	10.824	5.594	0.498	-0.001	0.024	0.187
Si	14.07	7.906	0.123	-0.112	0.042	0.229
Si	11.143	11.215	0.172	0.002	-0.069	0.219
Si	13.664	14.031	0.104	0.084	-0.053	0.188
Si	1.403	1.599	1.549	0.012	-0.009	-0.045
Si	4.277	4.182	1.652	0.001	-0.037	-0.08
Si	1.38	6.977	1.72	-0.028	0.001	-0.063
Si	4.029	9.533	1.11	-0.027	0.025	-0.036
Si	1.185	12.083	1.496	0.029	-0.016	-0.044
Si	3.989	14.969	1.242	-0.009	0.002	-0.051
Si	6.855	1.207	1.113	0.002	0.031	-0.034
Si	9.515	3.999	1.527	0.01	0.034	-0.056
Si	6.919	6.799	1.326	0.021	-0.027	-0.043
Si	9.776	9.577	1.269	0.008	0.012	-0.034
Si	6.981	12.408	0.911	0.013	0.001	-0.029
Si	9.776	14.988	1.449	0.023	-0.006	-0.064
Si	12.47	1.516	1.3	0.004	-0.026	-0.041
Si	15.141	4.122	1.6	0.009	0.021	-0.057
Si	12.433	6.89	1.53	-0.011	-0.029	-0.056
Si	15.034	9.392	1.688	0.01	-0.003	-0.088
Si	12.539	12.452	1.541	-0.013	0.003	-0.05
Si	15.2	15.189	1.43	-0.003	0.01	-0.063
Si	0.092	2.848	2.996	-0.001	0.001	0.008
Si	2.759	0.01	2.717	-0.005	-0.009	0.022
Si	0.028	8.21	3.118	0.006	0	0.009
Si	2.841	5.56	2.902	0.002	0.002	0.008
Si	0.036	13.685	2.789	-0.007	-0.001	0.014
Si	2.735	10.799	2.729	-0.015	-0.003	0.016
Si	5.621	2.603	2.759	0.01	0	0.023
Si	8.243	16.357	2.616	0.003	0.001	0.013
Si	5.478	8.235	2.572	0.002	-0.004	0.005
Si	8.186	5.436	2.829	-0.008	-0.002	0.028
Si	5.574	13.671	2.495	-0.003	0.006	0.005
Si	8.265	10.995	2.487	0.003	-0.008	0.006
Si	11.021	2.704	2.766	-0.007	0.001	0.013
Si	13.767	0.116	2.777	-0.003	-0.004	0.008
Si	11.043	8.286	2.813	0.007	0.003	0.008
Si	13.725	5.478	2.901	-0.004	0	0.007
Si	11.095	13.71	2.897	0.002	0.001	0.012
Si	13.747	10.949	2.881	0	0.002	0.013
Si	1.491	4.19	4.284	-0.012	-0.009	0.005
Si	4.176	1.314	4.112	0.005	0.002	-0.003
Si	1.469	9.591	4.306	-0.003	-0.005	-0.005
Si	4.233	6.929	4.161	-0.009	-0.004	0.001
Si	1.439	15.041	4.125	0.001	0.01	-0.002
Si	4.183	12.288	3.944	-0.004	-0.007	-0.007
Si	6.888	4.033	4.182	0.004	-0.003	-0.006
Si	9.621	1.311	4.065	0.002	0.005	0.009
Si	6.892	9.623	3.929	0.003	0.009	-0.001
Si	9.631	6.847	4.106	-0.004	-0.008	-0.01
Si	6.873	15.009	4.004	-0.006	-0.007	-0.011
Si	9.608	12.282	4.05	0.008	0.004	0.003
Si	12.33	4.089	4.188	0.004	0.011	0.002
Si	15.112	1.405	4.231	-0.006	-0.011	-0.006
Si	12.352	9.619	4.236	-0.012	-0.003	-0.006
Si	15.066	6.787	4.338	0.013	0.009	-0.006
Si	12.422	15.137	4.195	-0.002	0.002	-0.007
Si	15.114	12.34	4.205	0	0.006	0.002
Si	0.08	16.397	5.53	-0.007	-0.003	-0.003
Si	2.852	2.72	5.522	-0.002	0.004	0.005
Si	0.082	5.478	5.662	-0.002	0.002	0.005
Si	2.847	8.21	5.595	-0.002	0.002	0.005
Si	0.088	10.997	5.585	0.009	0.005	0.004
Si	2.849	13.652	5.422	0.001	0.005	-0.007
Si	5.551	16.36	5.458	0.001	0	0
Si	8.308	2.699	5.496	0.002	0.01	0
Si	5.54	5.468	5.505	-0.007	-0.003	0
Si	8.234	8.25	5.403	-0.002	-0.002	-0.007
Si	5.538	10.953	5.381	-0.004	0	-0.011
Si	8.249	13.67	5.415	0	0.006	-0.002
Si	10.98	0.023	5.523	0	-0.005	0.002
Si	13.717	2.753	5.572	-0.001	0	-0.001
Si	10.972	5.484	5.523	0.001	0.001	-0.005
Si	13.705	8.225	5.601	0.003	-0.001	0
Si	10.943	10.973	5.524	-0.003	-0.008	-0.002
Si	13.742	13.712	5.548	0	-0.001	0
Si	1.453	1.366	6.88	-0.005	-0.002	-0.002
Si	4.182	4.11	6.892	-0.003	-0.001	-0.001
Si	1.464	6.861	6.965	-0.006	-0.001	0.004
Si	4.219	9.618	6.87	-0.004	-0.003	0
Si	1.487	12.351	6.891	-0.001	0	0
Si	4.188	15.01	6.838	0.001	0.001	-0.001
Si	6.915	1.336	6.84	0.001	0.002	-0.003
Si	9.634	4.092	6.887	0.002	0.001	0.002
Si	6.916	6.861	6.833	0.003	-0.005	-0.004
Si	9.588	9.574	6.851	-0.001	0.003	0.001
Si	6.888	12.309	6.802	-0.002	-0.003	-0.005
Si	9.61	15.026	6.84	0.001	-0.002	-0.002
Si	12.34	1.384	6.913	0.001	0.004	0.001
Si	15.096	4.092	6.956	0.003	-0.002	0.001
Si	12.334	6.836	6.92	-0.002	0.002	0
Si	15.114	9.598	6.919	-0.001	-0.001	-0.004
Si	12.338	12.339	6.876	-0.003	0.004	-0.003
Si	15.122	15.052	6.916	0	-0.001	0
Si	0.076	2.713	8.273	-0.001	0	0.001
Si	2.827	16.393	8.22	-0.004	0.001	-0.004
Si	0.078	8.236	8.294	0.001	0.003	0.003
Si	2.815	5.455	8.283	-0.003	-0.001	0.004
Si	0.1	13.695	8.264	-0.001	0.003	0
Si	2.836	10.962	8.254	0.001	0.003	0.001
Si	5.563	2.725	8.221	0	0.003	0
Si	8.269	16.398	8.236	0	0.003	-0.001
Si	5.555	8.218	8.231	-0.002	-0.002	-0.004
Si	8.264	5.485	8.226	0.001	0	-0.001
Si	5.544	13.66	8.226	0.001	0.003	-0.003
Si	8.239	10.954	8.212	-0.002	-0.005	-0.003
Si	10.997	2.752	8.285	0.002	0.002	0.002
Si	13.728	0.009	8.262	0	-0.003	-0.002
Si	10.959	8.216	8.243	0.003	-0.004	-0.001
Si	13.721	5.48	8.289	0	0	0
Si	10.976	13.69	8.242	-0.001	-0.004	0.001
Si	13.718	10.966	8.244	0.003	-0.001	-0.003
Si	1.436	4.091	9.633	-0.003	-0.002	0.002
Si	4.187	1.363	9.59	-0.001	0.001	-0.003
Si	1.46	9.6	9.638	-0.003	-0.001	0.001
Si	4.185	6.846	9.612	-0.003	0	0
Si	1.46	15.061	9.621	0	-0.001	0
Si	4.189	12.317	9.634	-0.002	-0.002	-0.001
Si	6.905	4.106	9.598	0	-0.001	-0.001
Si	9.627	1.367	9.627	0	0.001	0
Si	6.904	9.586	9.608	-0.004	-0.001	-0.002
Si	9.621	6.841	9.616	0.001	0	0
Si	6.902	15.037	9.606	0	0	-0.003
Si	9.614	12.31	9.594	-0.001	-0.001	-0.001
Si	12.364	4.108	9.661	0.002	0.002	0.002
Si	15.105	1.364	9.635	-0.002	0	0
Si	12.349	9.582	9.597	-0.001	0.002	-0.002
Si	15.103	6.852	9.635	0	0	0
Si	12.352	15.046	9.615	-0.001	0.001	-0.001
Si	15.112	12.319	9.604	-0.001	-0.003	-0.001
Si	0.083	0.008	10.985	-0.001	0.001	0.001
Si	2.82	2.722	10.974	-0.002	-0.001	0.002
Si	16.47	5.465	10.987	-0.001	0	0.002
Si	2.815	8.202	10.994	0.002	-0.001	0.001
Si	0.069	10.963	10.989	-0.001	0.002	0.001
Si	2.813	13.692	10.992	-0.003	0.001	0
Si	5.539	0.005	10.98	-0.001	0.001	-0.001
Si	8.263	2.75	10.989	-0.001	0.002	0
Si	5.538	5.466	10.975	-0.002	0	0
Si	8.262	8.216	10.974	0.001	0.001	-0.001
Si	5.549	10.939	11.001	0	-0.002	0
Si	8.27	13.678	10.981	0	-0.001	-0.002
Si	11.001	0.004	11.001	0.001	-0.002	0.001
Si	13.743	2.731	11.013	0.002	-0.001	0.003
Si	10.986	5.488	11.001	0	0.001	0.001
Si	13.721	8.226	10.98	-0.001	0	0.001
Si	10.981	10.941	10.962	0.002	-0.003	0
Si	13.731	13.675	10.966	0.001	-0.001	-0.001
Si	1.457	1.369	12.353	-0.001	0	0.002
Si	4.166	4.1	12.348	-0.003	-0.002	0.001
Si	1.43	6.826	12.352	-0.004	0.001	0
Si	4.19	9.557	12.367	-0.006	-0.001	0.003
Si	1.429	12.336	12.357	0	-0.001	0.001
Si	4.177	15.053	12.364	0.001	0	-0.001
Si	6.892	1.385	12.357	0.004	0.001	-0.001
Si	9.618	4.124	12.371	0.003	0	0.002
Si	6.904	6.838	12.33	-0.002	-0.002	-0.004
Si	9.623	9.581	12.344	-0.001	0	0
Si	6.917	12.319	12.362	-0.002	-0.001	-0.001
Si	9.633	15.04	12.366	-0.001	-0.001	0.001
Si	12.375	1.358	12.38	-0.002	0	0.001
Si	15.116	4.103	12.369	-0.002	0.001	0.003
Si	12.356	6.861	12.354	0	-0.001	0.001
Si	15.1	9.587	12.344	0.002	-0.001	0
Si	12.359	12.295	12.324	-0.003	-0.001	0
Si	15.107	15.044	12.318	-0.001	-0.001	-0.002
Si	0.103	2.736	13.724	0	-0.001	0.003
Si	2.811	0.008	13.739	0.001	-0.003	0.002
Si	16.46	8.201	13.701	0.001	-0.001	0
Si	2.791	5.453	13.725	-0.003	0	0.001
Si	16.444	13.705	13.715	-0.005	0.004	0.002
Si	2.807	10.946	13.689	-0.001	0.002	0
Si	5.527	2.753	13.74	-0.003	0.001	0.001
Si	8.257	0.014	13.723	-0.002	-0.001	-0.001
Si	5.564	8.171	13.733	0.006	-0.007	-0.001
Si	8.242	5.503	13.739	-0.002	0.003	0.003
Si	5.549	13.687	13.726	0	-0.002	-0.002
Si	8.278	10.95	13.732	-0.001	0.001	0.001
Si	10.992	2.746	13.716	0.001	-0.003	0.001
Si	13.773	16.383	13.724	0.003	-0.002	0.002
Si	10.976	8.221	13.721	-0.001	0.001	0.001
Si	13.73	5.485	13.703	-0.001	0.002	0.002
Si	11.012	13.651	13.712	0.001	-0.002	0.001
Si	13.715	10.938	13.711	0.003	-0.003	-0.001
Si	1.446	4.089	15.135	0	-0.006	0.005
Si	4.175	1.377	15.12	-0.001	0.002	0.006
Si	1.436	9.577	15.036	0.001	0.001	-0.002
Si	4.176	6.799	15.083	-0.004	-0.002	0.001
Si	1.414	15.059	15.089	-0.001	-0.004	0
Si	4.187	12.29	15.061	-0.002	-0.001	0.001
Si	6.864	4.152	15.115	0.003	-0.001	0.004
Si	9.616	1.392	15.086	0.001	0.006	0
Si	6.93	9.559	15.091	-0.002	0	0.002
Si	9.606	6.877	15.111	-0.001	-0.003	0.006
Si	6.895	15.065	15.11	0	0.003	0.002
Si	9.659	12.299	15.115	0	-0.001	0.005
Si	12.369	4.115	15.065	-0.002	-0.001	0
Si	15.161	1.35	15.074	-0.002	-0.001	0.001
Si	12.344	9.571	15.09	-0.004	0	0
Si	15.078	6.851	15.082	0	0.002	0.002
Si	12.406	14.99	15.07	-0.005	-0.001	-0.001
Si	15.062	12.331	15.064	0.003	-0.002	0
Si	0.116	0.04	16.525	0	0.002	-0.003
Si	2.825	2.718	16.533	0.002	0.003	0.009
Si	16.456	5.494	16.439	-0.018	-0.007	0.002
Si	2.847	8.236	16.382	-0.001	-0.001	0.002
Si	16.43	10.931	16.35	0.003	0.004	0.008
Si	2.774	13.634	16.379	0.001	-0.003	0.005
Si	5.534	0.025	16.509	-0.007	-0.011	0
Si	8.237	2.784	16.452	-0.012	-0.012	0.001
Si	5.474	5.455	16.553	0.003	0.006	0.003
Si	8.309	8.281	16.539	-0.012	-0.006	0.005
Si	5.529	10.891	16.435	0.011	0	-0.004
Si	8.278	13.686	16.444	0.007	0.013	-0.002
Si	11.04	16.398	16.352	0	-0.003	0.005
Si	13.781	2.739	16.372	0	-0.001	0.007
Si	10.965	5.462	16.421	0.01	0.007	0.003
Si	13.656	8.17	16.46	0.01	0.008	0.003
Si	11.038	10.942	16.512	-0.004	-0.008	0.008
Si	13.714	13.631	16.536	-0.003	-0.001	-0.005
Si	1.489	1.395	17.98	-0.003	0.002	-0.004
Si	4.149	4.021	18.007	0.002	-0.008	-0.016
Si	1.476	6.897	17.703	0.013	0.004	-0.021
Si	4.158	9.555	17.855	0	0.003	-0.005
Si	1.421	12.226	17.717	-0.003	0.005	-0.023
Si	4.085	15.008	17.755	-0.007	-0.003	-0.027
Si	6.896	1.463	17.872	0.012	0.002	-0.014
Si	9.61	4.136	17.82	-0.003	0.003	-0.012
Si	6.828	6.948	17.808	-0.002	-0.004	-0.022
Si	9.744	9.62	17.98	0.009	-0.003	-0.011
Si	6.932	12.235	17.752	-0.017	-0.004	-0.018
Si	9.7	15.073	17.744	0.006	0.009	-0.024
Si	12.423	1.348	17.683	0.012	-0.011	-0.041
Si	15.086	4.099	17.788	0.002	-0.003	-0.022
Si	12.274	6.776	17.851	-0.006	-0.013	-0.017
Si	15.021	9.622	17.706	-0.005	0.01	-0.018
Si	12.356	12.25	17.989	-0.007	0.007	-0.007
Si	15.131	15.038	17.812	-0.005	-0.002	-0.016
Si	16.519	2.898	19.25	-0.024	-0.002	0.062
Si	2.827	16.307	19.321	0.015	-0.032	0.057
Si	16.418	8.236	18.94	-0.006	-0.014	0.042
Si	2.735	5.563	19.173	0.003	0.008	0.047
Si	16.519	13.618	19.07	0	-0.017	0.074
Si	2.671	10.821	19.178	-0.019	0.015	0.044
Si	5.563	2.641	19.493	0.003	0.007	0.025
Si	8.383	0.102	19.073	0.005	-0.019	0.029
Si	5.541	8.307	19.322	0.011	-0.015	0.056
Si	8.201	5.572	19.091	-0.019	0.009	0.067
Si	5.447	13.544	18.987	-0.001	0.001	0.037
Si	8.351	11.077	19.272	-0.019	0.007	0.038
Si	11.025	2.669	19.033	0.002	-0.002	0.068
Si	13.783	0.04	19.125	-0.015	0.006	0.058
Si	11.048	8.118	19.391	-0.008	0.005	0.033
Si	13.598	5.337	19.172	0.022	-0.005	0.032
Si	10.95	13.729	19.245	-0.006	0.01	0.056
Si	13.768	10.827	19.338	0.02	-0.012	0.03
Si	1.042	4.704	20.586	-0.004	-0.064	-0.192
Si	4.631	0.688	20.686	-0.07	0.114	-0.196
Si	0.976	9.7	20.498	0.098	-0.015	-0.165
Si	4.362	6.614	20.502	-0.035	0.121	-0.196
Si	1.636	14.621	20.546	-0.051	0.139	-0.202
Si	3.879	12.408	20.379	0.09	-0.022	-0.2
Si	6.731	4.459	20.544	0.073	-0.114	-0.217
Si	9.999	1.161	20.498	-0.139	0.028	-0.201
Si	7.168	9.562	20.593	-0.091	0.022	-0.219
Si	9.219	7.109	20.574	0.075	-0.042	-0.208
Si	6.914	15.007	20.017	-0.004	-0.006	-0.077
Si	9.187	12.899	20.645	0.092	-0.095	-0.178
Si	12.501	3.674	20.534	-0.077	0.144	-0.2
Si	14.923	1.658	20.404	0.081	-0.036	-0.198
Si	12.911	8.957	20.654	-0.045	0.085	-0.208
Si	15.107	6.771	20.17	-0.022	0	-0.094
Si	12.193	15.318	20.434	0.059	-0.087	-0.221
Si	15.408	12.133	20.471	-0.089	-0.001	-0.201
Si	11.796	2.188	25.677	0.009	0.07	0.029
Si	16.194	1.41	23.237	-0.011	0.041	-0.021
Si	15.436	10.308	27.505	0.039	0.044	-0.036
Si	15.552	10.745	24.643	-0.051	-0.016	-0.024
Si	3.307	2.198	25.331	-0.003	0.02	-0.01
Si	1.28	15.413	23.478	0.017	-0.052	0.105
Si	8.468	7.799	27.801	0.03	0.04	0.007
Si	8.647	5.161	22.857	-0.022	0.003	-0.052
Si	5.675	11.458	22.706	-0.015	-0.014	-0.008
Si	2.79	12.095	29.738	-0.04	0.077	0.029
Si	10.062	4.315	27.254	-0.002	0.047	0.017
Si	7.94	5.996	25.69	0.01	0.008	-0.001
Si	1.055	8.501	23.46	-0.004	-0.034	-0.011
Si	9.351	13.208	23.729	0.012	0.049	-0.018
Si	12.853	10.727	22.982	-0.083	-0.095	0.049
Si	13.492	13.336	22.404	0.006	0.056	0.01
Si	16.29	5.952	24.835	0.004	0.06	-0.03
Si	2.343	9.388	30.336	-0.041	-0.008	-0.01
Si	1.999	14.497	28.248	0.005	-0.015	-0.076
Si	4.111	16.164	23.579	0.011	-0.059	-0.026
Si	6.64	14.245	23.956	-0.025	-0.014	-0.002
Si	12.692	4.698	28.251	-0.054	0.006	0.028
Si	3.993	7.542	23.424	0.035	0.015	-0.062
Si	6.056	9.324	24.497	0.029	-0.045	-0.03
Si	4.947	15.266	28.301	0.003	-0.01	-0.028
Si	12.848	15.927	27.139	0.102	0.021	0.007
Si	14.521	3.873	26	-0.022	-0.011	-0.039
Si	11.824	13.09	27.804	0.076	-0.005	0.006
Si	0.853	12.365	26.332	-0.066	0.028	0.01
Si	1.586	3.859	23.541	-0.011	-0.038	0.011
Si	0.355	7.516	27.449	0.031	0.027	-0.015
Si	0.537	1.95	27.004	-0.036	0.032	0.077
Si	3.19	8.414	27.432	0.005	0.027	0.049
Si	1.818	5.961	32.384	0.05	-0.001	0.041
Si	1.397	14.943	32.438	-0.039	0.018	0.007
Si	12.073	12.637	24.828	-0.079	0.036	0.028
Si	6.149	13.043	26.739	0.016	-0.01	0.093
Si	5.137	6.861	25.948	0.008	-0.055	0.011
Si	3.859	16.208	31.166	0.033	0.15	0.047
Si	6.286	3.155	30.13	0.014	0.026	0.004
Si	8.25	11.021	25.815	-0.043	0.003	0.013
Si	10.619	2.944	22.891	0.058	-0.038	-0.047
Si	12.745	16.171	30.296	-0.103	-0.067	-0.038
Si	13.918	11.809	29.837	0.007	0.021	0.024
Si	13.42	6.868	30.467	-0.048	-0.028	0.026
Si	15.554	16.119	25.493	-0.036	-0.032	-0.042
Si	3.568	11.361	26.741	-0.047	-0.056	0.05
Si	16.524	7.249	30.327	0.004	0.002	-0.012
Si	2.126	1	29.159	-0.031	0.058	0.115
Si	4.839	10.699	31.158	0.017	-0.037	0.004
Si	4.141	4.276	32.164	0.074	0.009	0.016
Si	4.869	1.71	27.685	0.04	0.03	-0.002
Si	8.314	5.415	29.544	0.112	-0.018	-0.042
Si	8.858	1.772	31.318	0.015	0.073	0.016
Si	10.911	8.67	29.648	0.031	-0.056	-0.043
Si	8.721	7.83	31.369	0.009	-0.059	0.003
Si	10.168	15.647	31.907	0.083	-0.075	0.03
Si	9.788	11.065	28.358	0.024	0.021	0.006
Si	12.843	4.604	32.458	0.13	0.014	-0.006
Si	11.719	2.64	30.315	0.034	-0.066	-0.038
Si	7.316	9.816	29.486	-0.029	0.007	0.009
Si	14.946	14.174	31.471	-0.079	-0.023	0.031
Si	13.898	10.346	32.686	0.118	0.005	0.029
O	15.396	1.495	33.856	0.112	-0.032	-0.161
O	1.076	16.308	33.271	0.429	0.06	-0.168
O	3.267	3.247	33.084	0.121	0.206	-0.163
O	4.045	1.419	0.234	-0.015	0.031	0.016
O	1.16	5.084	33.61	0.062	-0.088	0.133
O	15.418	6.753	34.052	0.074	-0.212	-0.454
O	2.479	7.342	33.007	0.088	0.151	-0.323
O	2.993	8.712	29.006	0.134	0.083	-0.075
O	15.34	10.929	33.296	-0.095	0.13	-0.357
O	1.287	9.545	33.846	0.188	0.277	-0.355
O	4.919	0.097	32.403	0.332	-0.275	-0.104
O	1.702	13.692	33.432	-0.164	-0.164	0.048
O	3.397	1.362	28.245	-0.105	-0.02	-0.22
O	2.813	1.015	30.667	0.088	-0.108	0.241
O	4.734	15.638	29.895	0.126	0.211	0.205
O	8.947	2.423	32.825	0.126	0.187	-0.098
O	7.147	4.018	33.923	-0.253	-0.275	0.012
O	5.105	5.295	33.027	0.074	0.027	-0.006
O	7.566	8.629	30.563	-0.15	0.126	0.27
O	8.265	8.058	32.906	-0.088	0.07	-0.033
O	5.679	10.786	32.556	0.096	-0.134	-0.019
O	4.084	12.356	33.867	0.018	0.095	-0.195
O	11.017	10.193	29.046	0.163	0.191	0.41
O	9.459	14.314	32.579	0.17	-0.08	-0.048
O	10.836	0.182	33.077	0.346	0.04	-0.12
O	11.33	15.399	30.742	-0.149	-0.122	0.076
O	14.056	3.629	32.99	-0.011	0.171	-0.341
O	11.995	3.847	31.331	-0.068	0.02	0.023
O	11.832	4.713	33.7	0.117	-0.092	0.095
O	10.036	6.671	34.067	0.079	-0.126	-0.229
O	13.944	8.722	33.018	0.069	-0.014	-0.331
O	10.304	12.605	28.177	-0.172	0	0.198
O	12.473	10.804	33.35	0.092	0.213	-0.016
O	12.654	15.06	34.037	0.093	-0.146	-0.172
O	14.46	13.593	32.928	-0.006	-0.198	-0.014
O	1.817	4.334	21.996	0.072	0.116	0.013
O	0.213	2.951	23.472	-0.126	0.057	-0.15
O	5.9	16.035	20.846	-0.13	0.006	0.328
O	4.035	0.695	22.229	0.024	0.342	-0.024
O	16.487	10.998	21.005	0.003	0.054	-0.062
O	1.154	8.791	21.855	-0.058	-0.149	-0.051
O	3.659	6.976	21.946	0.005	0.16	0.011
O	2.625	8.318	23.914	-0.096	-0.2	0.238
O	0.874	14.844	22.002	-0.447	0.122	0.166
O	2.988	3.182	24.059	0.002	0.036	-0.376
O	4.393	11.63	21.735	0.127	0.169	0.005
O	2.865	13.584	20.914	-0.029	-0.07	-0.107
O	5.485	5.477	20.888	0.196	-0.192	-0.211
O	4.296	6.436	24.603	-0.027	0.025	0.006
O	9.714	1.97	21.916	-0.298	0.339	0.067
O	8.89	4.801	26.242	0.067	-0.021	-0.265
O	8.219	8.355	21.059	0.259	0.235	0.108
O	6.754	10.485	21.922	0.354	-0.089	0.059
O	9.503	6.217	21.936	0.323	-0.28	-0.143
O	7.942	5.991	24.064	-0.06	0.149	-0.06
O	16.553	15.06	24.652	0.019	-0.292	0.249
O	6.246	12.931	23.069	-0.008	0.126	-0.267
O	9.631	12.631	22.216	-0.068	0.101	0
O	7.949	13.991	20.832	-0.001	0.052	0.198
O	12.372	8.038	29.983	0.099	0.002	0.15
O	11.722	3.784	21.994	-0.133	0.238	0.177
O	13.76	2.696	20.921	0.046	0.032	0.084
O	15.567	1.06	21.789	-0.08	-0.04	0.064
O	12.408	9.397	22.18	0.119	-0.055	0.264
O	10.788	13.584	24.433	0.136	0.088	-0.297
O	16.221	5.784	20.964	0.086	0.028	0.084
O	14.104	7.836	21.006	-0.117	-0.01	-0.097
O	12.866	14.701	21.811	0.257	-0.133	0.219
O	11.083	0.006	20.966	-0.321	-0.229	0.108
O	13.365	13.343	24.051	0.102	0.031	-0.077
O	14.975	13.07	21.782	0.069	0.018	0.171
O	13.236	2.97	25.546	0.105	0.168	-0.155
O	16.41	0.444	26.669	-0.273	-0.057	0.327
O	16.471	7.211	23.784	-0.153	-0.092	-0.011
O	15.806	3.013	26.545	0.136	-0.004	0.049
O	14.778	10.261	26.007	-0.259	0.132	-0.045
O	3.728	9.745	26.65	-0.077	-0.002	0.264
O	14.434	10.684	23.453	0.263	-0.3	-0.18
O	2.022	13.498	29.547	-0.395	-0.179	0.111
O	3.844	0.748	24.831	0.057	-0.096	0.179
O	4.828	12.239	26.279	-0.117	-0.182	0.049
O	1.214	0.635	23.38	0.289	0.092	-0.363
O	5.58	15.441	23.609	0.1	0.039	0.047
O	5.756	8.36	25.755	0.03	0.173	0.004
O	9.95	7.934	28.515	-0.21	-0.213	-0.254
O	7.545	4.323	21.978	-0.034	-0.143	0.18
O	5.416	8.389	23.264	0.208	-0.191	-0.251
O	5.284	10.727	24.116	-0.239	0.219	0.035
O	1.039	13.83	27.081	0.144	0.18	-0.167
O	9.44	10.502	26.834	0.135	-0.288	0.033
O	0.387	9.77	24.237	0.257	0.02	-0.158
O	11.246	2.087	24.134	0.259	-0.097	-0.319
O	10.633	2.908	26.611	0.001	-0.02	-0.36
O	9.649	4.078	23.528	-0.286	0.186	0.364
O	13.999	4.667	27.308	0.136	0.012	0.148
O	13.17	5.677	29.419	0.123	-0.108	0.047
O	8.581	7.418	26.223	-0.018	0.101	-0.058
O	0.324	11.305	27.468	0.364	-0.102	-0.123
O	14.456	10.847	28.657	0.111	-0.186	0.121
O	12.657	11.992	21.931	-0.208	0.063	-0.148
O	8.777	12.026	24.668	0.274	-0.063	0.165
O	14.204	15.54	26.25	0.017	0	-0.166
O	1.232	5.065	24.579	0.247	0.244	0.166
O	14.989	4.921	24.803	0.119	-0.135	-0.392
O	3.672	9.531	31.315	-0.053	-0.05	0.235
O	1.008	8.562	30.743	-0.048	0.093	0.343
O	2.812	15.079	31.665	0.056	-0.183	-0.206
O	16.232	12.211	25.048	-0.119	0.097	0.108
O	1.882	2.189	26.122	0.087	-0.157	-0.261
O	3.509	14.765	27.662	0.135	-0.105	-0.44
O	6.523	14.071	25.557	0.142	0.08	0.005
O	12.342	12.391	26.413	0.463	-0.161	-0.153
O	4.154	7.098	27.234	0.247	-0.024	0.307
O	11.405	5.258	27.395	-0.027	0.159	-0.188
O	6.372	5.823	26.165	-0.146	-0.081	0.297
O	7.761	6.503	28.484	-0.377	-0.096	0.018
O	3.393	11.7	28.302	-0.073	-0.107	0.02
O	7.566	9.83	24.916	-0.039	-0.027	-0.139
O	8.263	14.453	23.689	0.023	0.186	0.052
O	12.075	0.717	26.343	0.066	-0.007	-0.243
O	7.388	2.103	30.703	-0.075	-0.406	-0.265
O	14.918	7.502	30.402	0.077	0.054	0.025
O	16.13	6.547	26.337	-0.322	0.043	-0.063
O	0.543	6.705	28.846	0.023	0.062	0.072
O	11.902	11.097	24.25	-0.054	-0.001	-0.044
O	0.932	2.011	28.619	-0.168	-0.048	-0.064
O	2.317	11.865	25.832	0.229	-0.321	-0.226
O	15.145	0.848	24.368	-0.126	-0.012	0.014
O	16.497	14.653	31.531	0.152	0.25	0.169
O	15.829	8.781	27.861	-0.041	-0.127	-0.209
O	12.243	3.224	28.866	-0.117	-0.184	-0.066
O	4.554	2.608	26.34	0.041	0.252	-0.155
O	1.74	8.051	26.802	-0.086	-0.072	-0.311
O	1.758	10.909	30.168	-0.203	0.038	0.122
O	2.987	5.225	31.509	0.012	-0.024	-0.008
O	0.543	6.127	31.399	-0.074	-0.214	0.007
O	14.924	12.976	30.369	0.217	0.014	0.039
O	1.503	15.921	28.851	-0.06	-0.032	0.258
O	4.04	12.097	30.8	-0.215	0.26	-0.109
O	9.377	4.412	28.772	0.059	-0.124	0.136
O	2.872	15.062	23.706	0.046	-0.325	0.252
O	7.421	9.044	28.035	0.049	-0.128	-0.205
O	4.995	3.388	31.101	0.012	-0.264	-0.193
O	7.019	4.585	30.014	-0.092	-0.053	0.185
O	8.861	6.262	30.857	-0.099	0.108	0.284
O	5.532	0.2	27.532	0.281	-0.259	0.095
O	5.764	2.611	28.691	-0.171	0.236	-0.103
O	10.138	8.595	31.089	-0.021	-0.077	0.046
O	5.877	10.446	29.902	-0.052	0.175	-0.08
O	10.12	2.29	30.402	-0.056	-0.38	-0.131
O	5.955	13.981	28.078	0.065	-0.083	0.092
O	12.588	1.328	30.747	0.058	0.152	0.4
O	13.988	15.426	31.042	0.037	0.005	0.198
O	10.181	12.175	33.811	-0.059	0.017	0.031
O	8.503	10.953	29.389	-0.041	0.065	-0.037
O	13.238	6.109	31.926	-0.218	-0.15	0.1
O	13.157	16.289	28.707	0.08	0.194	-0.03
O	7.294	11.883	26.849	-0.06	-0.083	0.357
O	11.836	14.659	27.359	-0.301	0.169	-0.179
O	12.712	12.676	29.116	0.004	0.039	0.149
O	13.689	10.805	31.123	-0.077	0.023	0.033
O	8.942	0.14	31.318	-0.174	0.021	0.137

Results
total energy: -108570.435 eV
total energy less fixed offsets of O -438.25, Si -107.07 eV per atom: 7.635 eV
